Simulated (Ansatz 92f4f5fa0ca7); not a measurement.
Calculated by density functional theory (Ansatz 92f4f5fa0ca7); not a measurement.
Periodic cell of 422 atoms, Si266O156, from a study of silicon, its oxide and their interface. The atomic structure is a simulated model.
Doubt: the cutoff is far below the 930 eV that the study's wrapper takes by default for these files, so forces and energies are approximate.
This geometry differs little from another in the collection (a relaxation step or a small displacement).

Settings: functional PBE; potential files Ansatz PAW; basis plane waves; wave-function cutoff 580 eV; density cutoff ratio 5; exchange-correlation grid ratio 1; k mesh 1 x 1 x 1, Gamma-centred; self-consistency stop 5e-08 eV per atom in the density residual; occupations fixed; spin none; net charge 0.

Cell vectors (angstrom)
a	15.4687	0	0
b	0	12.8259	0
c	0	0	37.2781

Atoms and the computed forces on them: element, x, y, z (angstrom), force x, y, z (eV/angstrom)
Si	-0.043	1.165	34.611	0.003	0.003	0.004
Si	3.846	1.151	34.646	0.004	0.007	0.006
Si	7.711	1.152	34.635	-0.003	-0.001	-0.001
Si	11.558	1.166	34.545	0.001	0.002	0.015
Si	1.891	7.608	34.581	0.002	0.002	0.007
Si	5.781	7.615	34.598	-0.001	0	0.009
Si	9.696	7.609	34.55	0	-0.003	0.006
Si	13.494	7.604	34.519	-0.003	-0.001	0.004
Si	1.934	5.247	35.011	-0.147	0.406	0.017
Si	5.801	5.247	35.011	0.004	0.482	0.804
Si	9.668	5.247	35.011	-0.004	0.193	-0.009
Si	13.535	5.247	35.011	-0.017	0.44	-0.194
Si	0	11.66	35.011	-0.025	-0.135	-0.387
Si	3.867	11.66	35.011	-0.114	0.239	0.839
Si	7.734	11.66	35.011	0.042	0.027	0.049
Si	11.602	11.66	35.011	-0.13	-0.189	-0.794
Si	0	4.664	36.248	0.022	0.042	-0.027
Si	3.867	4.664	36.248	0.136	0.129	0.037
Si	7.734	4.664	36.248	-0.034	0.185	0.1
Si	11.602	4.664	36.248	-0.077	0.056	-0.052
Si	1.934	11.077	36.248	0.028	0.011	0.037
Si	5.801	11.077	36.248	0.054	-0.089	-0.03
Si	9.668	11.077	36.248	0.005	-0.049	-0.065
Si	13.535	11.077	36.248	0.069	-0.125	-0.114
Si	0	2.332	36.66	-0.103	-0.014	0.102
Si	3.867	2.332	36.66	-0.016	0.108	0.262
Si	7.734	2.332	36.66	0.035	0.074	0.145
Si	11.602	2.332	36.66	-0.093	-0.093	-0.264
Si	1.934	8.745	36.66	-0.159	0.03	-0.032
Si	5.801	8.745	36.66	-0.048	0.039	0.129
Si	9.668	8.745	36.66	0.192	-0.047	-0.185
Si	13.535	8.745	36.66	-0.162	-0.039	-0.388
Si	1.934	1.749	0.619	-0.003	0.01	0.014
Si	5.801	1.749	0.619	0.04	0.036	0.021
Si	9.668	1.749	0.619	-0.027	0.007	-0.001
Si	13.535	1.749	0.619	0.039	-0.025	-0.009
Si	0	8.162	0.619	0.084	-0.018	-0.053
Si	3.867	8.162	0.619	0.032	-0.008	-0.029
Si	7.734	8.162	0.619	-0.04	-0.066	-0.047
Si	11.602	8.162	0.619	-0.018	0.038	-0.023
Si	0	5.83	1.031	-0.032	0.015	0.066
Si	3.867	5.83	1.031	-0.125	-0.101	-0.064
Si	7.734	5.83	1.031	0.05	-0.103	-0.039
Si	11.602	5.83	1.031	0.067	-0.027	-0.019
Si	1.934	12.243	1.031	-0.054	0.018	0.038
Si	5.801	12.243	1.031	-0.021	0.045	0.022
Si	9.668	12.243	1.031	-0.008	0.066	0.084
Si	13.535	12.243	1.031	-0.054	0.065	0.033
Si	1.934	5.247	2.268	0.361	-0.087	-0.519
Si	5.801	5.247	2.268	0.161	0.029	0.072
Si	9.668	5.247	2.268	-0.143	0.049	-0.005
Si	13.535	5.247	2.268	-0.278	-0.076	-0.303
Si	0	11.66	2.268	0.01	0.02	0.432
Si	3.867	11.66	2.268	0.08	-0.039	-0.32
Si	7.734	11.66	2.268	0.16	0.028	0.437
Si	11.602	11.66	2.268	0.199	0.016	0.242
Si	1.934	2.915	2.68	0.019	0	0.064
Si	5.801	2.915	2.68	-0.058	-0.049	-0.013
Si	9.668	2.915	2.68	0.001	0.048	0.116
Si	13.535	2.915	2.68	-0.053	0.1	0.075
Si	0	9.328	2.68	-0.058	-0.045	-0.063
Si	3.867	9.328	2.68	-0.041	-0.081	-0.004
Si	7.734	9.328	2.68	0.074	0.073	0.018
Si	11.602	9.328	2.68	0.027	-0.202	-0.135
Si	3.294	3.152	26.873	0	-0.013	0.01
Si	3.986	0.874	28.074	-0.014	0.006	0.009
Si	11.444	2.178	30.401	0.004	-0.005	-0.022
Si	8.119	5.613	28.403	-0.004	-0.002	-0.012
Si	0.155	8.708	20.751	0.001	0.006	-0.019
Si	-1.544	12.257	24.565	0	-0.003	0.026
Si	15.461	6.885	31.207	0.008	-0.001	0.001
Si	11.351	0.31	26.207	-0.007	0.01	0.005
Si	4.116	5.135	27.998	-0.003	0.002	-0.019
Si	8.991	1.254	24.507	-0.002	0.004	0.012
Si	15.176	2.337	24.247	0.015	0.002	0.02
Si	17.331	6.348	21.691	0.002	-0.007	-0.012
Si	-0.029	11.01	26.995	0.008	0.012	0.02
Si	7.626	7.031	31.442	0.015	-0.01	0.004
Si	4.648	16.723	29.937	-0.004	-0.013	0.008
Si	11.12	8.896	25.568	0.001	-0.014	0.013
Si	-1.655	5.004	27.597	0.02	-0.013	-0.008
Si	3.857	4.784	31.929	-0.003	0.011	-0.011
Si	5.687	7.549	30.211	-0.015	0.021	-0.008
Si	9.544	0.789	31.072	0.008	0	0.013
Si	3.634	9.251	26.225	0.014	0	0.01
Si	8.986	9.869	29.351	0.01	0.002	-0.003
Si	9.586	11.148	31.428	-0.013	0.001	0.006
Si	13.575	11.41	31.556	0.005	-0.011	-0.016
Si	2.755	-1.177	27.862	0.002	0.016	0.006
Si	7.107	3.805	29.766	-0.004	0.002	0.011
Si	6.315	0.099	28.216	-0.008	0.021	-0.03
Si	15.54	2.165	30.256	0	0.004	0.026
Si	2.78	10.147	29.769	-0.012	-0.005	0.012
Si	6.758	10.479	28.387	-0.015	-0.013	0.001
Si	7.473	1.386	29.91	-0.001	0.001	0.001
Si	7.659	4.709	31.867	0.001	-0.002	-0.004
Si	3.882	1.632	30.256	-0.024	-0.009	0.005
Si	1.871	0.948	31.305	0.003	0.016	0
Si	11.522	2.779	28.121	0.008	0.007	-0.015
Si	13.507	-5.548	29.909	0	0	-0.01
Si	-1.967	1.051	31.112	0.008	-0.004	0.008
Si	3.762	7.051	31.424	0.008	-0.008	0.009
Si	10.76	10.65	27.953	0.039	-0.002	-0.002
Si	11.523	4.372	31.649	0.001	0.001	0.011
Si	0.007	4.417	31.584	0.007	-0.008	-0.003
Si	5.733	0.712	31.379	0.01	0	0.001
Si	6.063	6.702	27.979	0	-0.007	0
Si	11.423	6.77	31.008	-0.013	0.001	0
Si	1.974	11.355	31.648	0.008	-0.011	0
Si	5.748	11.193	31.823	-0.001	-0.002	0.009
Si	5.196	9.852	30.005	0.013	-0.017	0.004
Si	9.302	7.363	29.832	-0.006	0.004	0.001
Si	1.882	4.066	32.986	-0.003	0.001	0.006
Si	5.773	4.082	33.071	-0.005	-0.006	-0.013
Si	9.622	4.039	32.993	0.005	0.002	-0.002
Si	13.522	4.121	32.937	-0.001	-0.001	0.003
Si	0.003	10.613	32.811	-0.007	0	0.003
Si	3.802	10.628	32.986	-0.004	0.002	-0.005
Si	7.762	10.599	32.901	0.003	0.002	-0.002
Si	11.589	10.579	32.734	0.007	-0.004	0.007
Si	1.913	1.787	33.476	0.002	-0.002	-0.003
Si	5.771	1.768	33.459	-0.001	0.002	0.006
Si	9.567	1.702	33.311	-0.003	-0.002	0
Si	13.519	1.811	33.359	0.001	-0.001	-0.006
Si	-0.03	8.166	33.251	0.001	0.018	0.004
Si	3.828	8.289	33.404	0.001	-0.012	0.001
Si	7.73	8.269	33.409	-0.003	0.004	0.006
Si	11.573	8.121	33.123	-0.001	0.011	0.006
Si	0	2.332	3.917	-0.18	-0.444	0.259
Si	3.867	2.332	3.917	0.241	0.04	-0.16
Si	7.734	2.332	3.917	0.08	-0.14	0.453
Si	11.602	2.332	3.917	0.092	-0.225	0.359
Si	1.934	8.745	3.917	-0.02	0.005	-0.364
Si	5.801	8.745	3.917	-0.015	0.005	0.28
Si	9.668	8.745	3.917	-0.053	-0.024	-0.359
Si	13.535	8.745	3.917	0.002	-0.57	-0.87
Si	1.988	6.423	4.252	-0.009	-0.014	0.004
Si	5.843	6.387	4.36	0.001	0.011	0
Si	9.587	6.41	4.334	-0.005	-0.001	-0.015
Si	13.473	6.378	4.305	0.002	0.006	-0.001
Si	0.021	12.825	4.408	-0.004	-0.009	-0.003
Si	3.939	12.805	4.295	-0.006	-0.002	-0.008
Si	7.845	12.838	4.402	0.005	0.003	-0.011
Si	11.697	12.81	4.378	-0.003	-0.002	0.001
Si	0.043	5.638	5.254	0.02	-0.001	-0.012
Si	3.878	5.913	5.562	-0.007	0.009	-0.001
Si	7.739	5.714	5.678	0	0.001	0.001
Si	11.484	5.795	5.524	-0.001	-0.001	-0.01
Si	2.029	12.232	5.551	0.007	0.005	0.016
Si	5.862	12.286	5.583	-0.005	0.013	0.005
Si	9.836	12.248	5.703	0.005	-0.007	-0.024
Si	13.583	12.164	5.741	-0.003	0.004	-0.008
Si	0.011	3.365	6.046	0	-0.007	-0.009
Si	3.839	3.536	5.945	0.018	-0.007	0.001
Si	7.719	3.379	6.097	-0.002	0.007	0.016
Si	11.525	3.504	5.998	0.009	-0.002	-0.003
Si	1.922	9.919	5.931	0.003	-0.005	-0.015
Si	5.842	9.931	6.013	0.007	-0.003	0.019
Si	9.737	9.862	5.957	0.007	0.004	0.009
Si	13.506	9.811	5.904	-0.004	0.011	0
Si	3.514	2.342	13.281	0.014	-0.009	0.013
Si	4.964	4.408	9.246	-0.007	-0.007	-0.024
Si	14.408	6.926	10.033	0.015	0.061	-0.03
Si	6.3	-0.033	9.284	-0.037	0.162	-0.034
Si	-1.92	12.2	8.216	0.008	-0.004	-0.025
Si	3.832	9.556	7.247	-0.004	-0.012	-0.008
Si	8.016	14.673	10.975	0.001	0.004	-0.054
Si	10.598	6.552	12.131	0.017	-0.002	-0.02
Si	0.018	6.831	7.168	0.08	0.052	-0.001
Si	3.919	7.215	7.562	0.004	-0.015	0.003
Si	9.666	2.802	7.407	-0.006	-0.025	-0.006
Si	7.788	6.804	7.806	-0.001	-0.007	-0.004
Si	3.242	11.015	9.107	-0.011	-0.003	0.06
Si	5.096	13.565	7.466	-0.005	-0.018	0.041
Si	9.796	16.634	9.609	0.006	0.017	-0.004
Si	11.934	15.795	10.638	0.016	0.034	0.014
Si	2.025	2.67	7.207	-0.003	0.01	-0.003
Si	8.036	10.209	9.049	-0.022	0.008	0.096
Si	12.263	3.374	16.352	0.004	-0.006	-0.001
Si	11.569	6.783	7.67	-0.007	0.018	0.006
Si	0.977	14.332	14.709	-0.005	0.001	0
Si	8.738	10.996	14.144	-0.001	0.002	0.01
Si	5.686	15.871	7.328	-0.005	0.014	-0.019
Si	9.734	18.982	9.179	-0.002	-0.015	-0.031
Si	-2.964	0.778	12.53	0.013	0.021	0.01
Si	1.704	3.213	10.925	-0.013	-0.01	-0.011
Si	13.639	5.777	8.141	-0.065	-0.03	0.157
Si	16.318	-1.849	12.184	-0.011	0.036	0.036
Si	2.754	13.131	7.645	0.004	0.01	-0.01
Si	-0.042	9.198	7.044	0	-0.004	0.009
Si	11.64	9.113	7.134	-0.002	0.002	-0.009
Si	13.478	9.101	10.199	-0.045	-0.025	-0.047
Si	-7.638	9.06	7.077	0.01	-0.003	-0.037
Si	-0.431	-2.417	9.01	0.004	-0.018	0.016
Si	2.575	4.117	8.943	0.001	-0.025	0.006
Si	10.384	0.548	7.821	-0.016	0.022	0.015
Si	1.483	9.903	10.223	0.029	0.004	-0.031
Si	6.023	8.624	10.735	-0.026	0.021	-0.041
Si	4.768	4.752	12.202	-0.002	0.014	0.004
Si	16.691	7.516	10.274	-0.008	-0.003	0.004
Si	-1.995	3.394	7.367	-0.005	-0.01	-0.012
Si	5.192	-3.022	16.56	-0.007	0.002	0.001
Si	9.961	-0.373	11.587	-0.012	0.018	0.017
Si	9.941	-1.29	9.448	0.038	0.009	-0.02
Si	-0.005	13.921	11.911	-0.02	0.006	-0.004
Si	12.65	8.93	16.786	0.004	0.002	0.001
Si	12.609	1.531	8.708	0.01	-0.016	-0.011
Si	17.396	6.058	11.931	0.005	-0.002	0.012
O	19.578	3.027	17.391	0.005	0.005	-0.001
O	-14.127	20.364	20.659	-0.003	-0.002	0.005
O	5.552	14.476	21.493	0.006	-0.017	-0.007
O	10.863	-1.178	22.386	0.006	0.001	0.002
O	10.429	8.439	20.104	0.004	0.006	0.009
O	6.472	11.117	22.741	0.014	0.002	0.008
O	9.616	13.23	20.623	0.001	-0.001	-0.001
O	16.713	4.554	11.768	-0.004	-0.003	0.013
O	9.778	19.663	10.737	0.016	0.002	0.058
O	9.445	1.381	15.607	-0.005	0.007	0.006
O	6.912	1.629	14.747	0.007	0.001	0.01
O	6.969	14.428	12.194	-0.018	-0.007	0.028
O	35.601	19.791	14.458	-0.001	-0.002	0.006
O	5.157	10.629	15.14	0.005	-0.003	0.005
O	-2.12	11.344	23.317	-0.007	-0.001	0.001
O	19.742	16.604	13.41	-0.006	-0.007	0.001
O	5.976	8.097	12.306	0.004	-0.019	0.043
O	12.638	-12.256	14.13	-0.01	-0.001	-0.008
O	16.065	15.294	20.652	0.003	-0.003	0.001
O	1.209	12.004	27.392	-0.002	-0.019	-0.007
O	12.341	9.666	13.211	-0.005	0	-0.008
O	4.552	18.432	16.753	0	0.003	0.004
O	10.397	20.585	13.2	0.006	0.015	0.006
O	4.616	13.984	13.377	0.003	0.008	-0.001
O	9.573	8.394	25.69	0.012	0.004	-0.014
O	-0.995	8.258	19.682	0.002	-0.001	0.007
O	5.501	6.843	20.243	0.005	0.007	-0.001
O	-6.319	0.165	17.957	0.001	0.001	0.003
O	10.26	5.095	12.808	0.013	0.017	0
O	0.414	2.184	10.751	0.009	-0.002	0.005
O	20.765	4.342	21.445	-0.004	0.008	0.001
O	14.524	20.931	13.343	-0.003	-0.001	-0.02
O	15.659	-12.644	19.409	0	-0.006	-0.003
O	12.019	5.195	23.937	0.003	0	-0.012
O	-15.284	2.391	25.822	-0.002	0	-0.011
O	12.183	6.531	11.835	-0.021	0.005	0.016
O	12.701	12.534	25.58	0.008	-0.002	-0.015
O	8.384	0.046	23.559	0.003	-0.006	0.001
O	15.359	4.474	27.455	-0.005	-0.002	0.003
O	0.229	2.102	16.002	0.005	-0.004	-0.017
Si	3.969	19.737	15.963	-0.01	-0.005	-0.01
Si	13.42	10.481	29.394	-0.003	0.006	0.005
Si	8.54	19.676	22.803	-0.003	-0.025	0.007
Si	0.999	8.306	25.966	0.029	0.009	0.02
Si	4.655	4.484	17.921	-0.007	-0.007	0.003
Si	-0.284	6.67	13.785	0.004	-0.006	0.018
Si	13.791	9.34	12.509	-0.005	-0.015	0.032
Si	7.967	8.769	17.666	0.008	0.006	0.002
Si	12.413	0.29	15.718	0.015	-0.009	-0.008
Si	16.223	3.077	27.216	0.005	-0.005	0
Si	5.719	6.724	9.019	0.001	0.02	0.007
Si	7.599	17.284	17.547	-0.007	0.001	0.006
Si	16.343	18.919	16.556	-0.01	-0.004	-0.003
Si	10.16	4.56	14.356	0.01	-0.002	-0.015
Si	-3.493	10.492	8.986	0.015	-0.014	0.04
Si	9.384	17.48	26.616	-0.002	-0.003	0.001
Si	14.243	-2.115	16.613	0	-0.006	-0.01
Si	2.555	6.976	28.01	0.013	0.004	0.017
Si	7.448	24.392	23.961	-0.012	-0.008	0.007
Si	9.535	-0.042	16.383	0.004	-0.009	-0.008
Si	18.592	11.594	17.373	-0.006	0.005	-0.001
Si	0.672	14.601	19.168	-0.005	0.005	0.009
Si	8.205	4.126	24.483	-0.024	0.006	-0.017
Si	11.969	18.837	25.354	0.014	-0.002	0.022
Si	6.015	6.975	13.501	-0.002	-0.002	-0.008
Si	11.15	8.007	21.51	-0.005	-0.011	-0.002
Si	0.58	-1.418	19.164	-0.009	-0.004	0.006
Si	1.94	6.347	8.422	-0.02	0.023	-0.017
Si	8.225	2.407	15.314	-0.005	-0.001	-0.003
Si	-8.848	13.42	26.01	0.016	-0.007	0.009
Si	28.976	18.416	11.65	-0.02	-0.047	-0.014
Si	-5.165	16.809	18.771	0.004	0.001	0.006
Si	22.396	10.837	21.198	-0.011	0.002	0.001
Si	26.616	8.933	14.053	-0.008	-0.012	0.002
Si	16.966	28.876	21.788	0.004	-0.009	-0.004
Si	8.13	8.817	25.063	-0.011	-0.008	-0.004
Si	3.685	14.414	18.056	-0.003	0	0.008
Si	-0.144	16.03	17.144	0.011	0.003	0.019
Si	1.936	7.799	30.107	0.004	-0.011	-0.009
Si	4.871	10.821	10.906	-0.014	-0.045	-0.066
Si	-10.896	5.58	20.641	0.008	-0.011	0.014
Si	21.509	13.681	20.135	-0.017	0.009	0.015
Si	-2.927	18.245	20.466	0.002	-0.002	-0.009
Si	8.311	19.465	15.599	-0.003	0.008	-0.005
Si	14.306	7.065	18.582	0	-0.003	-0.008
Si	9.962	11.706	21.032	-0.004	-0.008	-0.008
Si	5.856	11.217	13.769	-0.012	0.013	-0.011
Si	9.016	1.126	19.29	-0.005	0.005	0.007
Si	6.432	8.764	26.665	0.009	0	0.018
Si	4.718	2.937	22.118	0.012	-0.004	0.008
Si	11.91	23.412	23.067	-0.002	-0.006	0.01
Si	13.425	4.779	23.195	-0.003	-0.006	0.003
Si	6.818	-5.05	20.33	-0.004	-0.009	0.009
Si	15.357	7.385	23.4	0.002	0.003	0.002
Si	10.481	-3.153	19.026	0.006	-0.004	-0.011
Si	16.75	-1.681	15.009	-0.008	-0.011	0.012
Si	21.69	13.661	13.468	-0.019	-0.005	-0.001
Si	5.218	15.797	24.46	0.005	0.036	0.004
O	8.535	11.757	15.592	0	-0.003	0.005
O	11.606	-3.337	17.897	-0.005	-0.002	0.004
O	15.242	6.445	15.391	0.013	-0.003	0.01
O	3.448	13.169	17.012	0.001	-0.006	0
O	-0.176	8.023	24.89	-0.009	-0.006	-0.013
O	18.988	23.648	26.639	-0.015	0.007	0.009
O	13.306	18.384	26.16	-0.009	0.005	-0.004
O	-4.948	13.777	24.951	0.009	-0.011	0.004
O	17.602	-1.387	18.656	0.004	0.001	-0.004
O	38.334	26.79	9.63	-0.004	-0.019	0.033
O	7.722	7.759	23.883	0.01	-0.001	0.002
O	8.894	17.599	18.495	-0.001	0	-0.003
O	19.007	33.925	27.56	-0.004	0.008	-0.005
O	5.181	3.922	10.847	0.003	-0.005	0.026
O	14.978	11.402	25.479	-0.01	0.007	-0.022
O	2.334	19.529	16.094	0.009	0.005	0.003
O	29.385	13.469	11.725	-0.009	0.008	0.011
O	-19.384	12.423	11.947	-0.006	-0.003	0.001
O	11.315	22.924	24.498	0.003	0.005	-0.007
O	16.73	4.827	21.482	-0.002	0.007	0.009
O	19.337	4.979	19.275	0	0.001	-0.007
O	13.167	4.433	21.616	0.001	0.002	0.004
O	-3.879	16.771	14.935	-0.007	0.001	0
O	3.566	5.85	11.899	0.013	-0.015	0.012
O	3.101	2.849	21.761	-0.01	0.001	0.004
O	0.106	1.825	13.368	0.016	-0.007	0.008
O	8.907	3.501	14.315	0	0.001	0.007
O	-3.415	20.457	25.159	-0.008	0.006	-0.003
O	13.525	8.838	29.35	0	0.003	0
O	21.062	14.348	25.124	-0.005	-0.018	0.008
O	3.465	6.231	21.631	-0.003	0.004	0.004
O	-8.177	-2.44	13.698	0.002	0	0
O	11.834	-4.387	15.447	-0.008	0.01	-0.007
O	6.732	22.405	17.011	-0.001	0	0.004
O	6.461	9.339	20.727	0.006	-0.002	-0.001
O	25.952	-0.84	27.009	0.005	0.004	-0.004
O	14.376	18.928	23.287	0.002	0.004	0.001
O	0.542	23.114	20.407	-0.001	-0.007	0.006
O	13.727	6.239	28.646	0	0.008	0.015
O	6.221	-8.491	18.396	0.004	0.002	-0.006
O	9.924	15.285	19.165	-0.003	-0.001	-0.003
O	14.325	11.128	28.177	-0.006	-0.009	-0.001
O	22.873	32.804	14.339	0.005	-0.003	0.006
O	-8.49	24.262	8.691	0.023	-0.125	-0.157
O	-2.163	-5.263	17.4	-0.002	0.006	0.003
O	-3.61	1.446	27.246	-0.011	-0.005	0.004
O	16.829	19.791	26.846	-0.014	-0.003	-0.01
O	22.02	16.793	24.67	0.001	-0.01	0.002
O	2.452	10.856	16.086	-0.003	0.004	-0.007
O	11.845	2.221	12.125	0.013	-0.033	-0.001
O	11.237	3.966	17.453	0.003	-0.005	0.001
O	-6.638	15.556	23.814	0.004	-0.008	0.009
O	31.879	12.591	11.83	0.004	-0.011	-0.005
O	29.1	-0.623	16.278	-0.009	0.006	0.001
O	10.586	18.507	26.137	0.003	-0.001	-0.001
O	15.389	10.373	15.485	0.002	0	-0.005
O	-0.419	8.561	22.289	-0.004	-0.003	0.009
O	17.859	8.839	25.243	-0.012	-0.006	0.004
O	11.887	11.009	29.093	-0.006	0.003	-0.003
O	8.435	16.2	10.53	-0.012	-0.007	0.011
O	9.695	18.679	15.247	-0.001	-0.001	0.003
O	15	23.655	18.061	0.003	0.004	0.004
O	16.769	19.43	13.342	0.003	-0.002	-0.029
O	-2.649	3.79	28.06	-0.011	-0.004	0.005
O	13.806	16.622	16.761	-0.016	0.002	-0.003
O	12.205	6.83	21.192	-0.001	0	0.002
O	0.309	6.783	17.929	0.004	0	0
O	-4.403	12.275	16.125	-0.005	0.003	0.004
O	7.527	9.282	10.352	0.028	0.009	-0.004
O	2.456	2.165	14.507	-0.01	-0.006	0.004
O	4.397	21.19	16.586	0.003	0.001	0.003
O	8.115	14.104	25.889	0.017	0.011	-0.008
O	0.422	15.033	28.602	0	0.001	-0.035
O	-3.155	14.571	16.429	-0.006	0.006	-0.003
O	10.829	23.874	19.815	-0.002	0	0.009
O	7.366	5.644	16.465	0.002	0	0.006
O	1.416	6.834	23.183	-0.004	0.003	0.008
O	-0.718	10.672	12.624	0.013	0.017	-0.002
O	17.736	1.814	18.806	0.005	0	0.001
O	13.057	16.977	10.986	-0.021	-0.029	-0.027
O	9.13	24.825	12.92	0.01	-0.005	-0.006
O	9.029	9.825	18.296	-0.009	-0.005	-0.001
O	10.17	3.42	27.415	0.005	-0.013	0.008
O	16.366	4.478	16.902	0.002	0.003	-0.005
O	8.371	10.301	24.397	-0.003	0.01	-0.005
O	4.859	13.913	19.055	-0.001	-0.002	-0.003
O	-6.018	1.167	11.344	0.018	-0.012	0.003
O	24.007	-7.512	23.376	0	0.021	0.002
O	8.733	7.919	16.506	-0.001	0.002	0.005
O	15.943	22.279	26.998	-0.001	-0.002	-0.005
O	11.495	-16.168	27.04	-0.004	0.01	0.013
O	16.422	2.71	23.252	-0.01	-0.002	0
O	4.783	10.808	12.568	0.01	0.014	0.03
O	14.018	16.28	23.941	-0.004	0.006	-0.006
O	6.086	-7.293	12.735	-0.002	0.008	0.01
O	-1.818	5.726	19.292	-0.003	0.003	0.007
O	7.466	7.759	18.839	0.003	0.003	-0.004
O	5.704	-0.566	10.724	0.01	0.001	0.125
O	2.766	2.311	11.823	-0.003	0.003	-0.001
O	14.603	0.814	23.994	-0.004	-0.007	0.002
O	-3.46	9.263	22.111	0.003	0.009	0.004
O	-10.974	-2.054	17.679	0.006	-0.006	0.001
O	22.913	1.479	19.567	0.015	0.001	-0.008
O	5.124	9.011	25.624	-0.002	-0.006	-0.01
O	8.569	10.855	21.179	0.004	0.003	0.002
O	21.734	-0.764	20.336	0.005	-0.011	0.002
O	3.834	3.376	25.286	-0.007	0.008	0.003
O	-1.198	5.468	13.113	0.007	0.025	-0.039
O	25.524	-18.199	22.598	-0.003	0.003	0.004
O	6.535	-0.86	25.241	0.011	-0.022	-0.011
O	9.932	-2.88	14.368	-0.006	0.004	-0.003
O	17.207	10.631	13.53	-0.003	-0.006	-0.017
O	11.16	4.741	19.924	0.001	-0.003	0
O	7.803	7.006	21.369	0.001	0.007	0.003
O	1.031	12.74	14.948	0.002	0.02	-0.003
O	23.283	-9.768	16.746	0.003	-0.005	0

Results
free energy: -257814.625 eV
free energy less fixed offsets of O -568.88, Si -635.61 eV per atom: 2.915 eV

The program warned: the cutoff lies below the one the program advises for these potential files; the exchange-correlation potential is rough where the density is thin.
